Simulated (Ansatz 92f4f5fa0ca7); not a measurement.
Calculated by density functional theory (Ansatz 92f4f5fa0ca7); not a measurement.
Periodic cell of 223 atoms, Si133O90, from a study of silicon, its oxide and their interface. The atomic structure is a simulated model.
Doubt: the cutoff is far below the 930 eV that the study's wrapper takes by default for these files, so forces and energies are approximate.

Settings: functional PBE; potential files Ansatz PAW; basis plane waves; wave-function cutoff 580 eV; density cutoff ratio 5; exchange-correlation grid ratio 1; k mesh 1 x 1 x 1, Gamma-centred; self-consistency stop 5e-08 eV per atom in the density residual; occupations fixed; spin none; net charge 0.

Cell vectors (angstrom)
a	10.938	0	0
b	0	10.938	0
c	0	0	32.2357

Atoms and the computed forces on them: element, x, y, z (angstrom), force x, y, z (eV/angstrom)
Si	0.1438	-0.2647	24.8644	0.0181	-0.0842	-0.2894
Si	5.2443	0.0748	24.8789	-0.1393	0.0728	-0.3952
Si	3.1339	2.4286	24.7424	-0.003	-0.0614	-0.3457
Si	7.8325	2.9641	24.6719	-0.0602	-0.0599	-0.2791
Si	-0.2952	5.5739	24.501	-0.1477	0.0302	-0.2578
Si	5.8146	5.3941	24.5436	0.0276	0.114	-0.0497
Si	2.2969	8.4259	24.8003	-0.0133	0.1628	-0.4323
Si	8.5992	7.8952	24.9308	-0.0831	0.0859	-0.3023
Si	1.3893	1.3922	26.0214	0.0687	-0.0821	-0.1157
Si	6.8024	1.3558	26.1042	0.0335	0.0306	-0.079
Si	4.1751	4.1736	25.9375	0.1336	0.0235	-0.0809
Si	9.5276	4.0623	25.9678	-0.0985	-0.0784	-0.1606
Si	1.2637	6.7245	26.0223	-0.0319	-0.0292	-0.1966
Si	6.9032	6.7712	26.1251	0.0413	0.116	-0.2136
Si	4.0149	9.4681	26.1142	-0.084	0.0283	-0.0727
Si	9.6677	9.4877	26.2814	-0.0657	0.0045	-0.1699
Si	2.7157	0.0025	27.4495	0.0375	0.0128	0.0915
Si	8.2141	-0.009	27.4589	-0.019	0.0219	0.013
Si	-0.0033	2.7401	27.3862	-0.0133	-0.0013	0.0526
Si	5.4577	2.7771	27.4383	-0.0425	-0.0436	0.021
Si	2.7436	5.4519	27.3735	0.0651	-0.0245	0.057
Si	8.2448	5.4137	27.4627	0.0318	-0.0131	0.0703
Si	0.0677	8.1027	27.5312	-0.0064	0.038	0.1341
Si	5.4788	8.1618	27.4347	0.053	0.0317	0.0489
Si	4.1018	1.3673	28.8175	-0.0827	0.1648	-0.1194
Si	9.5708	1.3673	28.8175	0.1133	0.1309	-0.194
Si	1.3673	4.1018	28.8175	0.0273	-0.0036	-0.4635
Si	6.8362	4.1018	28.8175	0.1144	-0.1332	0.1539
Si	4.1018	6.8362	28.8175	-0.1103	-0.2121	-0.2439
Si	9.5708	6.8362	28.8175	-0.0864	-0.3809	0.4357
Si	1.3673	9.5708	28.8175	0.2512	-0.1203	0.2827
Si	6.8362	9.5708	28.8175	-0.1609	-0.0355	-0.1252
Si	0	0	30.1847	-0.0395	-0.0534	-0.0212
Si	5.469	0	30.1847	0.0066	0.0052	-0.03
Si	2.7345	2.7345	30.1847	-0.0265	-0.0627	-0.0375
Si	8.2035	2.7345	30.1847	-0.066	0.0189	0.0059
Si	0	5.469	30.1847	-0.1087	0.0602	0.0157
Si	5.469	5.469	30.1847	-0.0185	-0.0239	-0.0254
Si	2.7345	8.2035	30.1847	0.0452	0.1425	0.0107
Si	8.2035	8.2035	30.1847	0.0028	-0.0693	-0.0335
Si	1.3673	1.3673	31.552	0.0608	0.0374	0.0105
Si	6.8362	1.3673	31.552	0.0421	-0.0235	-0.0186
Si	4.1018	4.1018	31.552	0.0157	0.0022	-0.0111
Si	9.5708	4.1018	31.552	0.09	-0.0341	-0.0246
Si	1.3673	6.8362	31.552	0.0164	-0.0435	-0.0398
Si	6.8362	6.8362	31.552	-0.0311	0.0444	-0.0056
Si	4.1018	9.5708	31.552	-0.0004	-0.0662	-0.0166
Si	9.5708	9.5708	31.552	-0.0537	-0.0022	-0.0027
Si	2.7345	0	0.6835	0.0202	-0.0806	0.0026
Si	8.2035	0	0.6835	-0.009	0.0186	0.0389
Si	0	2.7345	0.6835	-0.1723	0.0591	0.0224
Si	5.469	2.7345	0.6835	0.008	0.0115	0.0083
Si	2.7345	5.469	0.6835	-0.0319	0.068	0.016
Si	8.2035	5.469	0.6835	0.0221	-0.0082	0.0082
Si	0	8.2035	0.6835	0.0329	-0.0279	0.0209
Si	5.469	8.2035	0.6835	-0.0225	0.0483	0.0161
Si	4.1018	1.3673	2.0507	-0.0515	0.0538	0.0328
Si	9.5708	1.3673	2.0507	0.0796	-0.0124	-0.0193
Si	1.3673	4.1018	2.0507	0.1058	0.0029	0.0248
Si	6.8362	4.1018	2.0507	-0.1171	-0.0621	0.0307
Si	4.1018	6.8362	2.0507	0.0915	-0.0302	0.0083
Si	9.5708	6.8362	2.0507	-0.037	0.0165	0.0099
Si	1.3673	9.5708	2.0507	0.1188	0.1198	0.0336
Si	6.8362	9.5708	2.0507	0.0238	-0.1433	0.003
Si	0	0	3.418	0.3349	0.6246	-0.1374
Si	5.469	0	3.418	0.0696	0.0797	0.666
Si	2.7345	2.7345	3.418	-0.0147	-0.1918	-0.1467
Si	8.2035	2.7345	3.418	-0.3095	-0.3847	0.1778
Si	0	5.469	3.418	-0.0735	0.0592	0.2807
Si	5.469	5.469	3.418	-0.4073	-0.2034	-0.2647
Si	2.7345	8.2035	3.418	0.2778	0.4803	0.102
Si	8.2035	8.2035	3.418	-0.1127	0.053	-0.4421
Si	1.3788	1.4258	4.8566	-0.2046	-0.0728	0.0314
Si	6.8295	1.3581	4.9129	-0.0567	0.1724	0.0078
Si	4.0695	4.0724	4.7771	0.0143	0.0654	-0.1256
Si	9.5535	4.0566	4.7742	-0.1276	-0.0457	-0.1854
Si	1.3606	6.9177	4.7677	0.2125	0.0213	-0.1084
Si	6.8234	6.8311	4.7099	-0.0364	-0.0298	-0.0848
Si	4.0961	9.6234	4.8866	-0.0214	-0.1826	0.1076
Si	9.5192	9.6572	4.6953	0.0734	0.0638	-0.1512
Si	2.7264	0.145	6.3694	0.0095	0.1807	0.4305
Si	8.3228	-0.0387	6.2628	0.1623	-0.2483	0.3192
Si	-0.0428	2.7915	6.2425	0.2445	0.0656	0.4214
Si	5.3924	2.7885	6.2705	0.0688	0.0536	0.0657
Si	2.6574	5.4465	6.0637	-0.0289	0.1573	0.2043
Si	8.1472	5.4292	6.0158	-0.1213	-0.0454	0.2962
Si	-0.011	8.4224	6.0058	-0.1077	0.0638	0.2856
Si	5.5597	8.1669	6.1533	-0.1301	0.0216	0.1431
Si	4.0032	1.6788	7.8887	0.2529	-0.091	0.1314
Si	9.884	1.1658	7.7409	-2.2908	2.0584	-0.4512
Si	0.8139	4.7172	7.4389	-0.4927	0.1534	0.7597
Si	6.634	4.3568	7.5321	0.3312	-0.2125	1.1159
Si	4.3671	6.4764	7.3242	0.1938	-0.2259	0.221
Si	9.5304	6.9332	7.0884	0.2418	-0.3354	0.9123
Si	1.0375	9.9166	7.6199	1.2214	-1.6961	-1.392
Si	7.3734	9.0572	7.4562	0.3675	-0.4132	0.4061
O	9.5916	6.8158	24.1074	-0.0548	0.0108	0.5678
O	4.1505	1.187	24.3389	0.0098	0.126	0.4013
O	8.4892	7.8962	8.0291	-0.2106	0.4175	-0.8653
O	3.2112	2.506	9.1156	0.1523	-0.3452	-0.4543
O	6.8214	4.1568	24.0646	0.0684	-0.1098	0.3957
O	2.8153	7.6681	23.4372	0.02	0.0463	0.3193
O	5.5229	5.4898	8.0156	-0.4061	0.2387	-0.6868
O	0.1628	0.1751	8.5977	0.1637	-0.1172	1.1823
O	7.1844	3.7845	8.9904	-1.7858	-0.2643	-1.5425
O	6.8034	9.6811	8.8658	-0.1508	0.0671	-0.0826
O	10.6696	5.945	7.8301	0.3607	0.1348	-0.9743
O	1.583	8.817	8.7344	-0.5974	0.7073	-0.1849
O	5.1841	0.8662	8.7412	-0.1315	-0.0932	-0.1101
O	1.3419	4.3289	8.9216	0.4929	-0.1803	-0.1941
O	9.0611	1.9286	8.9727	0.9136	-2.9809	-1.6174
O	3.4868	6.9171	8.64	-0.2092	0.309	-0.0035
O	7.9285	8.7997	23.7564	-0.0234	0.0077	-0.0522
O	8.3148	2.2029	23.287	-0.0072	0.0356	0.1586
O	5.4949	6.3623	23.214	0.0082	-0.2963	0.3401
O	2.8289	3.0003	23.217	0.0512	0.0818	0.4205
O	12.1857	-1.3394	24.2205	0.0675	-0.0889	0.5682
O	0.0839	4.8476	23.0309	-0.1193	0.1509	0.5975
O	4.0362	7.4506	21.1901	0.0243	0.0186	0.1403
O	10.9621	21.0474	20.8326	-0.0111	0.0411	0.0882
Si	5.3671	4.8402	16.7219	0.1221	-0.0369	-0.0583
Si	0.5278	8.7645	20.0968	0.033	0.0627	-0.126
Si	6.0752	9.3478	12.1427	0.2935	-0.2856	0.2842
Si	13.3515	4.9203	12.6783	-0.2967	0.188	0.1563
Si	8.6665	2.975	12.905	-0.1317	0.4322	-1.0435
Si	9.8899	0.0357	12.8023	-0.3073	0.1234	0.7307
Si	2.0074	3.2767	9.9385	-0.19	0.9345	-0.1612
Si	2.594	-3.7305	21.901	-0.1828	0.0665	-0.4044
Si	17.6877	7.0143	15.5237	0.1083	0.1397	-0.1371
Si	7.0847	11.1048	18.6563	0.0042	0.0496	-0.088
Si	8.4805	3.2172	9.7832	2.8036	3.9034	0.4573
Si	3.4716	13.1287	14.0231	0.1196	0.121	0.0271
Si	5.7981	0.4735	14.3784	0.1375	-0.0296	0.056
Si	6.9703	5.9696	19.2687	0.1838	-0.0261	-0.0324
Si	0.8351	4.7647	21.564	0.108	0.1473	-0.3699
Si	13.6612	-0.9873	18.2362	0.0314	0.0124	0.0164
Si	3.3196	2.8276	17.093	-0.0292	-0.0023	0.0592
Si	5.3907	10.3123	9.348	0.2488	0.1474	0.2711
Si	9.5008	6.5594	16.5333	0.1015	-0.0085	-0.1094
Si	16.4793	7.0968	21.7388	-0.0485	-0.1883	-0.3715
Si	9.7879	4.7861	19.0782	-0.148	0.0026	-0.1583
Si	1.8772	-0.3214	12.7379	0.0023	-0.1423	0.8038
Si	5.1901	20.5042	16.6035	0.0062	0.0178	0.0146
Si	8.4541	8.1286	12.9871	0.0669	-0.3774	-0.2088
Si	11.4171	0.5582	10.2952	0.0074	0.9526	2.5071
Si	7.0128	9.6113	22.7054	-0.0137	-0.0986	0.1495
Si	11.3304	11.6748	20.8941	0.1731	-0.041	-0.1908
Si	-0.621	-5.2358	13.5593	-0.2604	-0.2004	-0.4545
Si	4.4384	1.1616	19.5813	-0.0149	-0.1185	-0.0702
Si	3.0256	8.3195	9.2928	0.4013	-0.4097	0.43
Si	1.0035	1.3268	17.8197	-0.126	-0.0564	-0.0107
Si	3.3826	7.9321	12.4081	0.1734	-0.1624	0.3771
Si	2.5405	2.327	21.7688	-0.0576	-0.3485	-0.3547
Si	7.2927	2.7204	15.4242	0.0751	0.0799	-0.1665
Si	8.813	8.4396	18.6009	-0.0014	-0.0227	-0.0057
Si	9.0447	0.9254	22.5979	0.3331	0.1439	-0.1095
Si	9.2446	2.2027	17.5479	-0.0493	-0.0079	-0.1001
O	6.1486	8.2984	16.3099	-0.0206	-0.0476	-0.021
O	5.0074	1.7245	13.6722	-0.1116	0.0218	-0.0028
O	13.1307	5.6513	21.7226	0.0531	-0.0609	0.1266
O	6.4887	10.4501	13.269	-0.0219	-0.041	-0.0919
O	2.535	9.1576	13.1497	-0.0594	0.1745	-0.1569
O	1.6611	0.9451	21.918	-0.0007	0.0022	0.059
O	2.9267	8.0517	10.8688	-0.0744	0.1034	-0.462
O	3.5378	-0.2098	19.4329	0.0748	0.0418	0.0485
O	10.2978	-4.7347	15.1412	-0.0086	0.0875	0.2223
O	9.5786	-3.9911	12.726	-0.0348	0.1829	0.1338
O	3.8142	4.3845	16.9705	-0.0045	0.0098	-0.0213
O	8.2194	9.9357	18.9173	-0.0151	0.0029	0.0258
O	9.407	8.1408	17.068	0.001	-0.0359	-0.0318
O	14.3112	2.0959	15.6406	-0.0089	-0.0667	-0.0308
O	7.4645	7.583	14.1765	-0.1154	0.0211	0.0895
O	11.8591	5.4294	13.1173	0.243	-0.0541	-0.0044
O	4.9541	8.2817	12.6632	-0.1251	0.0574	-0.1146
O	6.1865	6.0457	20.6841	-0.0775	0.0903	0.1877
O	9.9073	14.1686	18.6197	0.0555	0.0252	0.0669
O	5.513	5.9328	15.4923	-0.0237	0.0078	0.0482
O	7.5627	7.4385	18.8872	-0.0508	-0.0047	0.0372
O	1.5842	8.9716	18.8638	-0.0096	-0.0255	0.0093
O	12.3967	3.3408	21.0806	-0.0567	0.0269	0.0637
O	8.1759	2.9223	11.3476	-0.7625	-1.0371	1.3279
O	10.0729	-2.8543	19.5905	0.038	0.0216	0.038
O	-0.1818	-5.7736	20.3353	0.1318	-0.0466	0.2651
O	6.0504	10.5459	17.5517	-0.0062	0.0184	0.0381
O	3.2379	6.348	12.8248	0.0158	0.1018	-0.1011
O	6.0295	0.7456	19.8081	-0.0343	-0.0185	0.005
O	10.1414	5.6973	17.7602	0.0448	-0.0203	0.0557
O	1.6951	-0.2508	11.0868	-0.3391	0.1544	-1.0722
O	8.2267	4.9666	19.5048	-0.0421	0.016	-0.015
O	6.1387	14.4194	16.2624	-0.0665	0.0128	0.053
O	11.8007	1.1865	19.4206	-0.0262	0.0306	0.1622
O	7.402	14.2102	13.8944	-0.0748	-0.0303	0.2714
O	4.8308	10.422	15.2598	-0.0263	0.0343	-0.0318
O	9.638	4.2572	13.2004	0.1006	0.0694	0.3318
O	8.7218	2.9413	16.1912	-0.0022	0.0051	0.0526
O	7.9303	6.1649	16.2856	-0.0798	-0.0304	0.0463
O	4.2467	2.0552	18.2141	0.0048	0.0383	0.0154
O	4.1171	9.442	8.8425	-0.2388	-0.0437	-0.1222
O	5.4417	-0.6732	10.9645	-0.1177	0.1102	-0.3562
O	9.9613	12.4352	21.3607	-0.2525	-0.0501	0.2361
O	1.7432	2.7577	17.5303	0.0663	0.0308	-0.0311
O	10.0807	0.2511	23.6658	0.0655	0.0249	0.1285
O	6.3853	8.5037	21.684	0.1249	0.1387	0.1202
O	2.4787	4.2116	11.1982	-0.0007	-0.2673	-0.2082
O	-1.664	1.4844	13.2977	0.2548	-0.4713	-0.042
O	2.619	11.9783	13.2407	-0.0845	-0.1513	-0.18
O	-0.4693	23.0756	17.132	0.0589	-0.0033	-0.0161
O	7.9658	10.7648	22.0394	-0.0724	-0.0683	0.0066
O	6.9555	1.12	15.3332	-0.0779	-0.036	-0.0032
O	1.9487	0.101	17.287	-0.014	0.0344	-0.0521
O	9.5915	4.3692	9.7545	-0.3012	-0.7067	-0.2565
O	14.7295	9.1101	17.3255	0.03	0.005	-0.0342
O	0.4236	-0.1927	13.4565	0.1128	0.003	-0.185
O	10.0591	0.1878	11.1638	0.5925	0.004	-1.2471
O	7.4076	-2.4834	11.7475	-0.1308	0.1832	0.0384
O	0.8897	2.1553	10.3922	-0.2291	-1.2741	-0.3855
O	3.8844	2.0253	20.8714	-0.0911	0.067	0.1243
O	16.7156	10.3421	23.4702	0.0606	0.0074	0.1882
O	1.3196	7.947	21.2327	0.0823	-0.038	0.152
O	5.9406	5.429	18.1307	-0.0726	0.0134	0.0659
O	13.9867	3.7304	13.6289	0.056	-0.1039	0.0269
O	7.9619	1.452	18.1952	-0.0342	-0.0409	0.0777
O	9.1285	-1.3407	13.2719	0.1222	0.253	-0.0873

Results
free energy: -135729.323 eV
free energy less fixed offsets of O -568.88, Si -635.61 eV per atom: 6.007 eV

The program warned: the cutoff lies below the one the program advises for these potential files; the exchange-correlation potential is rough where the density is thin.
